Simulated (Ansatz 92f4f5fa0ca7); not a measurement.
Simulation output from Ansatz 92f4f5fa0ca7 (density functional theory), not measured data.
Periodic cell of 226 atoms, Si133O92P1, from a study of silicon, its oxide and their interface. The atomic structure is a simulated model.
Doubt: the cutoff is far below the 930 eV that the study's wrapper takes by default for these files, so forces and energies are approximate.

Settings
functional: PBE
potential files: Ansatz PAW
basis: plane waves
wave-function cutoff: 580 eV
density cutoff ratio: 5
exchange-correlation grid ratio: 1
k mesh: 1 x 1 x 1, Gamma-centred
self-consistency stop: 5e-08 eV per atom in the density residual
occupations: fixed
spin: none
net charge: +1 e, with a uniform compensating background and no finite-size correction

Cell vectors (angstrom)
a, 10.938, 0, 0
b, 0, 10.938, 0
c, 0, 0, 31.9494

Atoms: element, x, y, z (angstrom)
Si, 10.6238, 0.0037, 24.4236
Si, 5.0758, 0.1308, 24.6682
Si, 2.8206, 2.2975, 24.5391
Si, 8.5678, 2.4404, 24.5695
Si, 10.7093, 5.5955, 24.3415
Si, 5.1573, 5.618, 24.458
Si, 2.9859, 7.9583, 24.4105
Si, 8.4167, 7.839, 24.4237
Si, 1.291, 1.1311, 25.8445
Si, 6.8136, 1.3317, 25.7509
Si, 3.9852, 4.013, 25.7415
Si, 9.6874, 4.0257, 25.8568
Si, 1.3384, 6.798, 25.6804
Si, 6.8041, 6.7264, 25.7557
Si, 3.9979, 9.4732, 25.9599
Si, 9.4833, 9.4436, 25.8107
Si, 2.6336, -0.1312, 27.3047
Si, 8.1451, -0.062, 27.1541
Si, 0.0825, 2.6592, 27.2186
Si, 5.4557, 2.7293, 27.1208
Si, 2.6701, 5.4221, 27.1191
Si, 8.1962, 5.3768, 27.1414
Si, 0.0182, 8.1602, 27.1407
Si, 5.511, 8.1474, 27.1879
Si, 4.0936, 1.3373, 28.5005
Si, 9.5448, 1.318, 28.5103
Si, 1.3982, 4.0713, 28.5807
Si, 6.8115, 4.0678, 28.5336
Si, 4.0819, 6.7742, 28.4912
Si, 9.5653, 6.7858, 28.4813
Si, 1.2835, 9.4757, 28.6565
Si, 6.8265, 9.5407, 28.5774
Si, -0.0472, -0.0221, 29.9411
Si, 5.4511, -0.0106, 29.9065
Si, 2.7735, 2.7186, 29.9094
Si, 8.1846, 2.7062, 29.8832
Si, -0.0207, 5.4404, 29.8977
Si, 5.4544, 5.4474, 29.8983
Si, 2.7363, 8.1454, 29.917
Si, 8.2224, 8.1748, 29.8882
Si, 1.3679, 1.3736, 31.2598
Si, 6.8249, 1.3691, 31.2707
Si, 4.1146, 4.0815, 31.2873
Si, 9.5486, 4.0813, 31.2632
Si, 1.3576, 6.8068, 31.279
Si, 6.8286, 6.8416, 31.2549
Si, 4.0889, 9.5569, 31.271
Si, 9.546, 9.5445, 31.2954
Si, 2.7371, 0.0138, 0.6849
Si, 8.1982, 0.0133, 0.6769
Si, 0.0087, 2.7476, 0.6917
Si, 5.4835, 2.7464, 0.7196
Si, 2.7362, 5.4574, 0.6844
Si, 8.2027, 5.4867, 0.6769
Si, 0.0131, 8.2096, 0.7075
Si, 5.479, 8.2226, 0.699
Si, 4.0997, 1.3794, 2.079
Si, 9.5952, 1.3502, 2.0395
Si, 1.3609, 4.1403, 2.067
Si, 6.8454, 4.1519, 2.0636
Si, 4.0886, 6.8421, 2.039
Si, 9.5799, 6.84, 2.0657
Si, 1.3711, 9.6163, 2.0625
Si, 6.8377, 9.6364, 2.0551
Si, 0.0457, 0.0453, 3.4792
Si, 5.4788, 0.0354, 3.4707
Si, 2.7042, 2.7665, 3.4112
Si, 8.2642, 2.7768, 3.331
Si, 0.0092, 5.5036, 3.4854
Si, 5.4613, 5.5306, 3.4323
Si, 2.7399, 8.251, 3.3822
Si, 8.2344, 8.2819, 3.3655
Si, 1.365, 1.4614, 4.858
Si, 6.9118, 1.4729, 4.7284
Si, 4.056, 4.1542, 4.7584
Si, 9.5969, 4.0634, 4.7898
Si, 1.396, 6.9363, 4.8055
Si, 6.8186, 7.0035, 4.7173
Si, 4.0999, 9.5584, 4.7883
Si, 9.5954, 9.6011, 4.8037
Si, 2.7689, 0.0284, 6.1067
Si, 8.2949, 0.1268, 6.1152
Si, 0.0165, 2.8015, 6.3278
Si, 5.5163, 2.8441, 6.0712
Si, 2.7706, 5.5878, 6.1651
Si, 8.2325, 5.6012, 5.905
P, 0.0526, 8.2908, 6.2833
Si, 5.5018, 8.3068, 6.2287
Si, 4.4098, 1.1925, 7.316
Si, 9.8205, 1.1317, 7.6242
Si, 1.1668, 4.53, 7.5038
Si, 6.6581, 4.5511, 7.2435
Si, 4.3461, 6.7025, 7.5463
Si, 9.6979, 6.6402, 7.4244
Si, 1.3127, 9.9195, 7.6988
Si, 6.7088, 9.9828, 7.4142
O, 9.5873, 1.2465, 23.9851
O, 4.1081, 6.8117, 23.952
O, 4.0112, 1.2454, 24.0342
O, 9.5374, 6.7093, 23.9039
O, -0.0187, 5.6398, 7.9423
O, 5.5424, 0.1299, 7.918
O, 0.0608, 0.0111, 8.1041
O, 5.5795, 5.6345, 7.9037
O, 7.6624, 3.9568, 8.3926
O, 8.7664, 7.1145, 8.702
O, 2.1739, 9.4478, 9.0432
O, 8.9156, 1.658, 8.9371
O, 7.6064, 9.5055, 8.7188
O, 3.5429, 1.8428, 8.5522
O, 3.5834, 7.2179, 8.9446
O, 2.0192, 4.0412, 8.8437
O, 8.1378, 3.4952, 23.3664
O, 0.4518, 4.9439, 22.9567
O, 1.9065, 2.7568, 23.249
O, 5.8291, 4.9146, 23.1216
O, 5.5318, 10.005, 23.5018
O, 2.4434, 8.6939, 23.0251
O, 0.1909, 10.0763, 23.0864
O, 7.7896, 8.5821, 23.0787
Si, 8.6601, 7.7022, 18.4438
Si, 8.787, 6.3532, 13.6276
Si, 3.7963, 1.5368, 14.7317
Si, 2.1384, 5.7537, 17.6257
Si, 2.4176, 3.1514, 19.495
Si, 9.8171, 9.0289, 12.0827
Si, 1.3322, 9.4264, 22.0798
Si, 9.1727, 0.9633, 13.2014
Si, 1.4272, 5.0485, 13.0287
Si, 1.7965, 8.2493, 12.8231
Si, 6.6567, 9.5628, 22.4291
Si, 4.528, 4.6002, 15.7047
Si, 8.2266, 3.0135, 9.569
Si, 0.8425, 8.2535, 19.2624
Si, 6.9556, 1.357, 21.093
Si, 8.2366, 8.3392, 9.6616
Si, 10.8932, 5.2037, 15.6062
Si, 7.5688, 9.5004, 16.3208
Si, 9.935, 2.0679, 20.3025
Si, 3.2224, 8.5, 9.9214
Si, 6.6957, 3.3548, 17.4116
Si, 1.1678, 0.2173, 19.8066
Si, 3.2344, 2.8082, 12.2893
Si, 7.2183, 5.3996, 19.6896
Si, 5.7611, 8.6594, 11.5366
Si, 5.7877, 6.0603, 13.1902
Si, 4.6339, 9.7104, 17.6291
Si, 1.0248, 3.6088, 22.1799
Si, 4.8997, 1.4907, 18.8042
Si, 3.1616, 3.092, 9.5089
Si, 6.4533, 10.8132, 13.7884
Si, 10.3484, 0.1202, 15.9779
Si, 5.6528, 3.65, 11.132
Si, 9.8454, 3.894, 11.9043
Si, 2.3424, 9.9241, 15.5505
Si, 6.0786, 8.1291, 19.8049
Si, 6.9345, 3.9776, 22.3806
Si, 9.7565, 2.7825, 17.3707
O, 7.1962, 6.3657, 13.9663
O, 1.8836, 7.0663, 18.674
O, 10.2937, 4.0378, 16.5275
O, 6.1655, 9.9614, 17.055
O, 10.1449, 0.7073, 14.4751
O, 8.4476, 6.121, 18.8635
O, 5.1691, 0.6776, 14.4246
O, 5.7194, 2.0609, 17.5236
O, 8.3499, 1.9544, 20.5529
O, 1.9946, 4.3071, 18.4056
O, 6.957, 2.8087, 10.599
O, 4.8696, 2.6938, 12.1962
O, 6.0297, 4.3972, 16.3462
O, 4.5446, 3.9106, 9.9221
O, 10.6931, 2.7834, 21.5602
O, 9.7263, 6.1559, 14.9618
O, 6.0094, 6.4932, 19.8446
O, 4.0841, 0.1771, 18.2841
O, 9.2603, 10.5497, 12.282
O, 2.8578, 4.3522, 12.7006
O, 1.9152, 10.7081, 21.2119
O, 3.9955, 2.7291, 19.3861
O, 0.7288, 10.0454, 15.9663
O, 1.2749, 9.8122, 18.8374
O, 1.714, 1.6722, 19.2765
O, 8.9385, 10.393, 16.5037
O, 4.8745, 8.5889, 18.7979
O, 9.5814, 8.76, 10.4869
O, 6.7444, 4.0945, 18.8592
O, 2.8441, 1.7169, 13.4041
O, 5.8322, 8.779, 21.2686
O, 2.5318, 2.4395, 10.8704
O, 7.6164, 4.8546, 21.1771
O, 5.2188, 7.4677, 12.5417
O, 0.4333, 9.0617, 12.5081
O, 7.5794, 1.0554, 13.5747
O, 7.1113, 9.6319, 14.7476
O, 8.9785, 5.027, 12.6905
O, 8.0931, 8.038, 16.9145
O, 6.2154, 2.5784, 21.9042
O, 2.4583, 9.063, 14.1174
O, 0.4277, 4.4857, 11.8669
O, 0.8165, 8.3227, 20.9346
O, 9.3952, 3.8265, 10.3477
O, 9.6554, 2.3826, 12.5334
O, 7.6229, 8.5688, 19.3948
O, 2.5549, 8.1671, 11.3737
O, 3.9838, 3.0556, 15.3727
O, 0.8412, 4.4834, 14.4415
O, 10.0561, 3.0072, 18.9615
O, 9.1414, 7.8003, 12.9416
O, 10.5157, 0.5463, 20.0833
O, 6.0259, 5.0298, 11.9219
O, 8.1561, 2.7536, 17.0196
O, 3.5341, 5.4809, 16.7221
O, 4.6736, 9.1244, 10.3841
O, 1.5368, 6.6695, 13.1854
O, 4.7612, 5.4844, 14.3359
O, 2.049, 3.8628, 20.9248
O, 10.5482, 1.413, 16.9568
O, 0.9481, 6.0757, 16.5515
O, 7.345, 10.9564, 21.9321
O, 5.9356, 0.9193, 19.9182
O, 6.081, 10.0159, 12.4022
O, 2.8476, 0.5463, 15.6023
O, 7.0646, 8.0044, 10.7619
O, 10.2456, 8.0217, 18.6895
O, 3.4444, 9.2013, 16.5848

Results
free energy: -137633.752 eV
free energy less fixed offsets of O -568.88, P -755.39, Si -635.61 eV per atom: -5.272 eV

Forces (eV/angstrom), in the order of the atoms: element, x, y, z
Si, 0.0293, -0.0022, -0.2171
Si, -0.0021, -0.0166, -0.161
Si, -0.0262, 0.0063, -0.2058
Si, -0.0009, 0.0204, -0.1755
Si, -0.0196, -0.0422, -0.1846
Si, 0.005, -0.0072, -0.2106
Si, -0.0009, 0.0321, -0.1751
Si, -0.0137, -0.012, -0.1984
Si, 0.0076, -0.0021, 0.0665
Si, 0.033, 0.0031, -0.0076
Si, -0.0001, 0.0153, 0.0057
Si, 0.0277, 0.0209, 0.034
Si, 0.0309, 0.0119, -0.0096
Si, 0.0058, 0.0155, 0.0507
Si, 0.0032, -0.0147, 0.0471
Si, 0.0099, 0.014, 0.0116
Si, -0.0383, -0.0227, 0.0129
Si, -0.0775, -0.0381, -0.0078
Si, 0.0092, 0.0092, 0.0067
Si, 0.0178, 0.0104, -0.0276
Si, -0.0427, -0.0501, -0.0373
Si, -0.0341, -0.0268, -0.0381
Si, -0.025, -0.0098, -0.0297
Si, 0.0134, -0.001, -0.0092
Si, -0.0607, -0.0645, 0.0375
Si, 0.0339, 0.0491, 0.033
Si, -0.1002, 0.0112, -0.0848
Si, -0.0019, 0.0069, -0.0203
Si, 0.02, 0.0911, 0.0556
Si, -0.048, -0.0003, 0.0746
Si, 0.1135, 0.1043, -0.19
Si, -0.0159, 0.0115, -0.0845
Si, -0.0364, 0.0807, 0.041
Si, -0.0009, 0.0181, 0.0101
Si, 0.0193, -0.0887, 0.0133
Si, 0.0433, -0.032, 0.0035
Si, 0.0482, 0.0052, 0.0047
Si, 0.0026, 0.0152, 0.001
Si, 0.075, -0.1024, 0.0368
Si, 0.0198, -0.0505, -0.0095
Si, 0.0193, -0.0005, -0.0036
Si, -0.0428, 0.0113, -0.0195
Si, 0.0237, 0.0228, 0.0113
Si, -0.0306, -0.0108, -0.0012
Si, -0.0359, 0.0104, -0.0119
Si, -0.0041, -0.0136, -0.0061
Si, -0.0111, 0.0346, -0.0046
Si, 0.0085, -0.0199, 0.0123
Si, 0.0394, 0.0318, -0.0188
Si, -0.0018, 0.0079, -0.0241
Si, -0.0027, 0.0005, -0.0356
Si, 0.016, -0.0268, 0.0212
Si, -0.0005, -0.0086, -0.0217
Si, -0.0048, -0.0117, -0.0275
Si, 0.023, -0.0135, 0.0052
Si, 0.0091, -0.0112, -0.0151
Si, 0.0062, 0.0169, -0.0202
Si, 0.0688, -0.0109, -0.0305
Si, -0.0431, 0.0133, -0.0007
Si, -0.0749, 0.053, -0.074
Si, 0.0222, 0.0125, -0.048
Si, 0.016, -0.0018, -0.0228
Si, -0.0517, 0.0275, -0.0699
Si, -0.1044, 0.0546, -0.0237
Si, -0.0472, -0.0078, -0.0766
Si, 0.0384, 0.0422, -0.0884
Si, 0.1194, 0.0023, 0.0299
Si, -0.1083, -0.0467, 0.1688
Si, -0.0281, -0.028, -0.1006
Si, 0.0329, -0.0569, -0.041
Si, 0.0377, 0.0094, 0.0651
Si, -0.0038, -0.1455, 0.0905
Si, 0.0243, 0.0262, 0.0362
Si, 0.0528, 0.0791, -0.0595
Si, -0.0032, -0.0402, -0.0486
Si, 0.0352, -0.0271, -0.0185
Si, -0.062, 0.114, 0.1461
Si, 0.0024, 0.0761, -0.0637
Si, 0.0085, -0.0412, -0.0241
Si, 0.1357, -0.0829, 0.139
Si, -0.1438, -0.0915, 0.1024
Si, -0.0013, -0.0314, -0.1144
Si, -0.0161, -0.0067, 0.0193
Si, 0.0238, 0.018, -0.0092
Si, -0.0384, 0.0205, -0.0729
Si, 0.0532, 0.0485, 0.0593
P, -0.0535, 0.0884, 0.1204
Si, 0.0079, 0.001, 0.0223
Si, -0.0633, 0.012, 0.2748
Si, -0.0874, 0.1023, 0.2325
Si, 0.0653, -0.0596, 0.2245
Si, 0.0422, -0.069, 0.2241
Si, 0.0558, 0.0611, 0.3037
Si, 0.1058, -0.2865, 0.232
Si, 0.015, 0.4988, -0.0402
Si, -0.1071, -0.0319, 0.275
O, -0.0201, -0.0164, 0.1017
O, -0.0042, -0.0309, 0.0881
O, 0.0058, 0.0026, 0.1021
O, 0.0129, -0.0035, 0.0892
O, 0.0557, -0.0226, -0.0622
O, 0.0751, 0.0057, -0.1146
O, 0.0305, -0.1164, -0.0441
O, -0.1219, 0.0146, -0.105
O, -0.0975, 0.0761, -0.2426
O, 0.0969, 0.0091, -0.3454
O, -0.2688, -0.0686, -0.3923
O, 0.1271, -0.1338, -0.2747
O, -0.041, 0.0725, -0.2207
O, 0.0638, -0.0842, -0.2149
O, 0.0359, -0.0855, -0.2567
O, -0.1455, 0.1174, -0.2851
O, 0.0877, -0.0712, 0.2134
O, -0.0579, 0.098, 0.2114
O, 0.0964, -0.0795, 0.2401
O, -0.086, 0.079, 0.2093
O, -0.1108, 0.0728, 0.2454
O, 0.0734, -0.0733, 0.2181
O, -0.0809, 0.0613, 0.2303
O, 0.0861, -0.0805, 0.2092
Si, 0.0134, -0.0085, -0.0084
Si, 0.0153, -0.0262, 0.2202
Si, 0.0068, -0.0017, 0.1855
Si, 0.0038, 0.0033, 0.0366
Si, 0.03, -0.0197, -0.1241
Si, -0.003, 0.0371, 0.4071
Si, -0.0049, 0.0016, -0.3369
Si, -0.0012, -0.0007, 0.246
Si, -0.0172, -0.01, 0.2323
Si, -0.0458, 0.0107, 0.4033
Si, -0.0062, 0.0187, -0.325
Si, 0.0072, -0.0104, 0.1665
Si, -0.0276, 0.0769, 0.4794
Si, -0.0072, -0.0282, -0.1154
Si, -0.0065, 0.007, -0.1994
Si, -0.0578, 0.1559, 0.589
Si, -0.0014, -0.0162, 0.179
Si, 0.0073, -0.0112, 0.1185
Si, -0.0085, -0.0267, -0.1582
Si, 0.2403, -0.1343, 0.6303
Si, 0.0134, -0.0203, 0.0154
Si, -0.0135, 0.0138, -0.1235
Si, 0.0045, -0.0097, 0.3425
Si, -0.0094, 0.029, -0.1461
Si, -0.0116, 0.0505, 0.4282
Si, -0.0122, -0.0292, 0.2827
Si, 0.0101, 0.0072, 0.0207
Si, -0.023, -0.0453, -0.3369
Si, -0.022, 0.0061, -0.0522
Si, 0.1205, -0.0127, 0.4787
Si, 0.0147, 0.025, 0.2428
Si, -0.0027, -0.0062, 0.1321
Si, 0.0065, 0.0535, 0.3536
Si, 0.0309, 0.0063, 0.3862
Si, 0.0032, 0.0301, 0.1638
Si, 0.0092, -0.0363, -0.1513
Si, -0.0009, -0.0322, -0.3071
Si, -0.0244, -0.0144, 0.0107
O, -0.016, 0.0029, -0.0812
O, -0.0074, 0.0076, 0.0157
O, 0.0202, 0.0379, -0.0535
O, 0.0152, -0.0007, -0.0323
O, -0.0358, 0.0254, -0.1467
O, -0.0085, -0.0122, 0.0234
O, 0.0298, -0.0159, -0.0753
O, -0.005, -0.0006, -0.0015
O, -0.0301, -0.0054, 0.0667
O, 0.0011, -0.0123, 0.02
O, 0.0927, -0.0214, -0.1849
O, 0.0345, 0.028, -0.1487
O, -0.0255, 0.0177, -0.0485
O, -0.1, 0.0017, -0.2329
O, 0.0489, 0.0502, 0.1349
O, -0.0475, 0.0247, -0.1107
O, -0.0009, -0.0017, 0.0437
O, 0.0005, -0.0035, 0.0017
O, 0.0255, -0.0951, -0.1482
O, 0.027, -0.0322, -0.1077
O, 0.001, -0.0461, 0.1387
O, -0.0062, 0.0035, 0.029
O, 0.0195, -0.0099, -0.0441
O, 0.0039, 0.0083, 0.0378
O, -0.0085, -0.008, 0.0347
O, 0.0066, 0.0047, -0.0419
O, 0.0115, -0.0055, 0.0295
O, -0.0921, -0.0656, -0.307
O, 0.0059, 0.0107, 0.0349
O, -0.019, 0.0395, -0.1623
O, 0.0251, 0.0492, 0.1675
O, -0.0132, 0.0122, -0.2809
O, -0.014, -0.0523, 0.1647
O, 0.0047, 0.0802, -0.1524
O, -0.0158, -0.0039, -0.1335
O, 0.0216, 0.006, -0.0802
O, -0.0292, 0.0312, -0.1216
O, 0.0228, -0.0652, -0.1338
O, -0.0057, 0.0065, -0.0237
O, 0.0017, 0.0499, 0.1077
O, -0.0206, -0.0742, -0.1904
O, -0.0285, -0.022, -0.1277
O, 0.0169, 0.0369, 0.1513
O, -0.0789, -0.0513, -0.2887
O, 0.0129, 0.0811, -0.1424
O, -0.0221, 0.0087, 0.037
O, 0.0996, 0.044, -0.3697
O, -0.0105, -0.0327, -0.0724
O, 0.0407, 0.0033, -0.1412
O, 0.0046, -0.0124, 0.0503
O, 0.0292, 0.0828, -0.1512
O, -0.0039, 0.0041, 0.0458
O, -0.0001, -0.0753, -0.1721
O, 0.0034, -0.0008, -0.008
O, 0.0224, -0.0167, -0.0507
O, -0.1469, 0.0117, -0.2319
O, 0.0208, 0.0435, -0.1005
O, 0.0383, 0.0465, -0.1458
O, -0.0444, 0.0184, 0.1525
O, 0.0067, -0.0182, -0.0298
O, -0.0215, -0.0085, -0.0516
O, -0.0038, -0.0628, 0.1212
O, 0.0387, -0.0027, 0.0797
O, -0.0308, -0.1104, -0.206
O, 0.014, 0.0216, -0.0595
O, 0.1367, -0.0317, -0.2555
O, 0.0154, 0.0064, 0.0194
O, -0.0302, 0.0006, -0.0534

The program warned: the cutoff lies below the one the program advises for these potential files; the forces do not sum to zero within the program's tolerance; the exchange-correlation potential is rough where the density is thin.
